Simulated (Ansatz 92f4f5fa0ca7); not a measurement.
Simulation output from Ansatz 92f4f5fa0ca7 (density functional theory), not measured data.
Periodic cell of 209 atoms, Si128O81, from a study of silicon, its oxide and their interface. The atomic structure is a simulated model.
This geometry differs little from another in the collection (a relaxation step or a small displacement).

Settings: functional r2SCAN; potential files Ansatz PAW; basis plane waves; wave-function cutoff 800 eV; density cutoff ratio 5; exchange-correlation grid ratio 1; k mesh 1 x 1 x 1, shifted by 0.5 0.5 0 of a step; self-consistency stop 1e-10 eV per atom in the density residual; occupations fixed; spin none; net charge 0.

Cell vectors (angstrom)
a  10.88  0  0
b  0  10.88  0
c  -1.637  -3.7916  30.6638

Atoms and the computed forces on them: element, x, y, z (angstrom), force x, y, z (eV/angstrom)
Si  -0.7947  -1.8772  0.066  -0.0008  0  -0.0038
Si  1.8469  0.8678  0.1241  -0.0014  0.0011  -0.0036
Si  -2.015  4.3751  0.192  -0.0003  -0.0019  -0.0045
Si  -3.5888  5.3433  15.4518  0.0004  -0.0016  -0.0013
Si  -7.2648  -0.8717  0.034  0.0002  -0.0003  -0.0025
Si  -4.6273  2.0491  0.3188  -0.0006  -0.0002  0.0007
Si  4.5811  3.738  0.4061  -0.0015  0.0007  -0.0025
Si  -3.5781  -4.6337  0.1726  -0.0007  -0.0009  -0.0045
Si  0.0764  -0.0831  1.3507  -0.0001  -0.001  0.0016
Si  2.7706  2.6401  1.3903  -0.0008  -0.0006  -0.0002
Si  -0.0872  -5.4641  1.1759  0.0005  0.0004  0.0002
Si  2.6398  -2.6765  1.2557  -0.0005  -0.0005  -0.0003
Si  -5.4896  0.0761  1.2826  -0.0005  -0.0015  -0.0006
Si  -2.8667  2.8068  1.6879  -0.0008  -0.0003  -0.001
Si  5.5768  5.4458  1.5866  0.0004  0.0007  0.0011
Si  -2.6097  -2.8055  1.2961  0.0004  0.0011  0.0004
Si  -1.3468  1.3193  2.6764  -0.0001  -0.0003  -0.0011
Si  1.3314  4.0813  2.5725  -0.0007  0.0006  -0.0019
Si  -1.3296  -4.1442  2.7466  0.0004  -0.0007  -0.0004
Si  1.3874  -1.3838  2.7986  -0.0001  0  -0.0002
Si  4.1  1.3337  2.8219  0.0009  0.0005  -0.0005
Si  6.7852  4.1445  3.0896  -0.001  -0.0012  -0.0003
Si  4.0468  6.8571  2.6399  -0.0006  0.0001  -0.0016
Si  -4.0544  -1.3613  2.5477  -0.0001  -0.0004  -0.0018
Si  -2.724  -0.0406  4.0119  0  -0.0013  -0.0009
Si  0.0081  2.7296  4.0056  -0.0005  -0.0002  -0.0006
Si  -2.6611  5.5025  4.2414  0.001  0.0003  -0.0004
Si  0.0111  -2.7592  4.1021  -0.0005  -0.0014  -0.0004
Si  2.7308  -0.0097  4.1434  -0.0004  0  -0.0002
Si  5.3962  2.6923  4.2334  0.0001  -0.0007  -0.0002
Si  2.6965  5.4402  3.9848  0.0002  0.0007  -0.0005
Si  5.4413  -2.6747  3.984  -0.0006  -0.0001  -0.0009
Si  -1.3812  -1.3798  5.4155  -0.0002  -0.0006  0
Si  1.351  1.3897  5.419  -0.0003  -0.0001  -0.0001
Si  -1.3094  4.0557  5.4575  0.0004  -0.0008  0.0002
Si  1.3842  6.7697  5.4284  -0.0006  -0.0012  0.0001
Si  4.1217  -1.3661  5.4332  -0.0006  -0.0005  -0.0002
Si  -4.05  1.307  5.4515  -0.0003  -0.0011  -0.0003
Si  4.0069  4.1034  5.4531  -0.001  0.0004  -0.0003
Si  6.7699  -4.0081  5.4409  -0.0008  -0.0002  -0.0005
Si  -0.0015  0.0025  6.7502  -0.0005  -0.0005  -0.0004
Si  2.6775  2.7409  6.8206  -0.0009  -0.0001  -0.0003
Si  0.0119  5.4385  6.8026  0.0001  -0.0005  -0.0008
Si  2.7469  -2.7263  6.7703  -0.0006  -0.0007  -0.0005
Si  -5.4136  -0.0325  6.8144  -0.0001  -0.0012  -0.0006
Si  -2.6825  2.6837  6.7817  0.0001  -0.0008  0
Si  5.4209  -5.4211  6.7682  0  0.0007  0.0002
Si  -2.7479  -2.6945  6.8125  -0.0003  0.0006  -0.0005
Si  -1.3324  1.3318  8.15  0  -0.0011  -0.0004
Si  1.3204  4.0955  8.1796  -0.0008  0.0002  -0.0007
Si  -1.3728  6.8111  8.139  0.0005  -0.0014  -0.0004
Si  1.3615  -1.3586  8.1149  0.0002  -0.0016  -0.0001
Si  4.0779  1.3434  8.115  -0.0011  -0.002  -0.0004
Si  -4.0587  4.0765  8.0853  0.0003  -0.0003  0.0003
Si  4.0892  -4.0621  8.1475  -0.0006  0.0002  -0.0011
Si  -4.0773  -1.3701  8.2069  -0.0004  -0.0013  -0.0003
Si  -2.6541  -0.0469  9.5131  0.0004  -0.0004  -0.0006
Si  -0.0253  2.7193  9.5243  0.0001  -0.0012  0
Si  -2.7216  5.4311  9.4884  -0.0007  -0.0011  -0.0003
Si  -0.021  -2.6895  9.4967  0.0003  0.0003  0
Si  2.7172  -0.0071  9.4966  -0.0009  -0.0013  -0.0004
Si  5.4835  2.6875  9.419  0.0002  0  0.0013
Si  2.672  5.504  9.4626  -0.0002  0.0004  -0.0005
Si  5.44  -2.7388  9.5542  -0.0003  -0.0013  -0.0006
Si  -1.3354  -1.3774  10.9635  -0.0006  -0.0009  0.0008
Si  1.3528  1.364  10.8519  0.0003  -0.0014  0.0002
Si  -1.3932  4.0747  10.8814  -0.0001  -0.0011  0.0007
Si  1.3165  -4.0205  10.8704  -0.0006  -0.0009  0.0007
Si  2.6609  -2.6711  12.2824  -0.0006  -0.0007  0.001
Si  -4.0031  1.3259  10.7894  -0.0004  0  -0.0001
Si  4.0633  4.0826  10.6393  -0.0003  0.0004  0.0001
Si  -4.062  6.7659  10.8896  -0.0013  0  0
Si  0.0104  0.0865  12.2897  -0.0002  -0.0002  0.0014
Si  2.7971  2.7595  12.0711  -0.0011  -0.0012  -0.0007
Si  0.02  5.4124  12.2102  0.0015  -0.0014  0.0008
Si  4.0629  -1.3654  10.8893  0  -0.0005  -0.0001
Si  -5.3558  -0.0234  12.1501  -0.0007  -0.0012  0.0002
Si  -2.7645  2.7163  12.2371  0.0006  -0.0001  0.0003
Si  5.347  5.3607  12.0776  -0.0003  0.0007  -0.0002
Si  -2.7078  -2.7979  12.314  -0.0001  -0.0003  0.0007
Si  -1.3117  1.5326  13.6689  -0.0012  -0.0005  -0.0001
Si  -1.3774  -4.2748  13.6695  0.0006  0.0005  -0.0001
Si  2.8661  -3.2848  19.2501  0.0005  0.001  -0.0007
Si  0.4691  2.7317  14.9122  -0.0003  -0.0013  -0.001
Si  4.1409  -1.2917  17.154  0.0001  -0.0023  -0.0011
Si  -4.6858  3.5556  13.3312  -0.0004  -0.0006  0.001
Si  3.8416  -4.3378  13.4479  -0.0012  -0.0022  0.0027
Si  -4.137  -1.4388  13.6065  0.0019  -0.0001  0.0009
Si  -4.4832  4.5105  18.0761  0.0005  -0.0005  -0.0015
Si  3.5692  4.6376  18.3272  -0.0003  0.0011  -0.0008
Si  3.5398  2.5299  20.5894  0  0.0012  0.0007
Si  -6.3402  1.7628  13.2874  -0.0006  0.0004  -0.0002
Si  2.6143  0.3953  15.1374  -0.0008  -0.0002  -0.0015
Si  -2.376  4.7603  -5.6999  0.0014  0.0008  -0.0005
Si  -3.802  -2.4569  21.5776  0.0013  -0.0002  0.0006
Si  -2.5606  -0.1123  14.8941  -0.001  -0.0003  -0.0012
Si  -2.4598  -2.1799  18.9538  -0.0003  -0.0021  -0.0014
Si  -3.2734  2.3162  -1.5355  0.0014  0.0018  -0.0007
Si  0.8171  3.447  17.7396  -0.0009  -0.0003  -0.0023
Si  -0.8894  2.0437  -6.3232  -0.0018  0.0002  0.0017
Si  -1.0296  -3.6959  -4.2338  -0.0002  -0.0004  0.0007
Si  0.5312  -1.8462  18.3588  -0.0002  0.002  -0.0018
Si  3.6532  4.3896  -2.46  -0.0038  0.0013  0.0003
Si  4.9421  -3.1063  -4.8575  -0.0002  0.0016  0.0005
Si  -4.7049  3.6522  -4.0598  -0.0003  0.0009  0.0001
Si  4.5709  2.5983  -6.3098  -0.0001  0.0021  -0.0001
Si  1.4948  -1.1215  13.6878  0.0003  -0.0015  -0.0017
Si  1.7946  2.8075  -5.3298  -0.0008  0.0009  0.0009
Si  0.8881  -3.667  -0.0581  0.0004  0  -0.0017
Si  -0.9648  3.8189  20.0039  -0.0011  -0.0003  -0.0018
Si  1.6559  4.2691  13.4695  0.0005  0.0025  -0.0009
Si  1.5389  -3.9875  -2.3582  -0.0007  -0.0003  0.0011
Si  -5.4982  -3.0933  14.8163  -0.0004  -0.0018  -0.0021
Si  -1.6494  -0.8691  -5.2308  -0.0007  0.0003  0.001
Si  -4  -1.9285  -7.1057  -0.0005  0.0007  0.0005
Si  3.28  -1.3638  -2.9294  -0.0011  -0.0002  -0.0013
Si  -3.1333  -4.6772  -8.4308  -0.0003  0.0026  0.0017
Si  -3.0672  -4.7929  20.0448  0  -0.0001  -0.0022
Si  -3.9365  -0.1684  17.5684  -0.0015  -0.0002  -0.0015
Si  3.2714  5.2689  -6.0724  -0.0008  0.0028  0.0002
Si  0.8755  2.3689  21.8208  0.0013  0.0014  -0.0004
Si  -3.2779  2.0928  19.5278  -0.0004  -0.0012  -0.0015
Si  -5.0901  0.6907  -8.5643  -0.0007  -0.0003  0.0001
Si  2.1212  1.592  -2.7628  -0.0006  0.0002  0.0013
Si  -2.4531  -0.6801  -2.214  0.0004  0.0001  0.0026
Si  1.4763  0.9232  19.3949  -0.0001  -0.0006  -0.0017
Si  -0.0202  -2.0066  15.2691  -0.0017  -0.0013  -0.0017
Si  -3.7532  -3.252  -2.5932  0.0001  -0.0006  0.0015
O  3.6625  -2.1149  18.4553  -0.0006  0.0003  -0.001
O  2.5654  -5.2659  -2.6083  0.001  -0.0011  0.0007
O  3.9011  3.8132  19.6838  0.0001  -0.0002  -0.0009
O  -2.035  4.9322  20.4028  -0.0019  0.0007  -0.0006
O  -4.3994  -4.1416  15.4157  -0.0015  0.0018  -0.0002
O  1.3202  1.3462  -1.3814  0.0017  -0.0003  0.0011
O  -4.038  -4.2698  -1.3732  0.0004  -0.001  0.001
O  -2.1197  3.4655  -1.2193  -0.0009  0.0022  0.0023
O  -1.4727  1.9566  -7.8032  -0.0004  -0.0002  0.0028
O  -2.2951  -3.5266  -3.239  -0.0002  0.001  -0.0015
O  -1.1814  -1.34  -1.4527  -0.0014  -0.0003  0.0001
O  4.7435  1.9887  21.4911  -0.0022  0.0028  -0.0008
O  -4.7291  -0.791  -8.0036  0.0004  0.0019  0.0023
O  1.4442  1.4954  15.3966  0.0002  -0.0012  -0.0009
O  -3.6762  4.7139  -4.7242  -0.0003  0.0003  0.0001
O  4.8713  4.4814  -3.5363  -0.0013  0.0016  -0.0018
O  3.0343  1.3096  19.6471  -0.0014  0.0014  0.0011
O  -1.3703  -1.11  15.4047  0.0001  -0.0001  0
O  -5.1209  -2.6078  -6.155  0.0007  0.0008  -0.0006
O  -1.3597  -4.9466  -5.2179  -0.0015  0.0009  0.0012
O  4.9177  4.5877  17.427  -0.0012  0.0023  0.0014
O  -3.3479  4.9504  17.0035  -0.0018  -0.0009  0.0007
O  1.1935  2.1507  -3.9674  0.0007  0.0015  -0.0005
O  2.7454  0.152  -3.2045  -0.0003  0.0009  -0.0001
O  -3.2854  -3.1236  -7.9543  -0.0007  0.001  0
O  1.2678  -3.0915  19.0725  -0.0011  0.0005  0.0001
O  2.7452  5.4137  14.0362  0.0001  0.0002  -0.0014
O  -0.458  -3.4884  14.7698  0.0004  -0.0008  0.0008
O  -4.2264  3.0224  18.6147  -0.001  0.0027  0
O  5.3409  -0.2775  17.524  0.0021  -0.0011  -0.0016
O  2.9542  -0.3911  16.5179  0.0004  -0.0023  -0.0016
O  2.3243  4.0006  17.5217  -0.0004  0  0.0011
O  -3.7169  -1.7072  -2.0324  -0.0009  0.0006  0.0039
O  -1.7344  2.5364  19.3844  -0.0012  0.0016  -0.0016
O  -3.3356  0.495  16.2126  -0.0002  -0.0017  0.001
O  -2.8368  5.1884  -7.2017  -0.0009  0.0021  -0.0008
O  -0.2285  3.4531  21.3884  0.0008  -0.0009  0.0005
O  0.0289  3.455  16.3236  0.0001  -0.0001  0.0008
O  4.621  -2.3728  16.0547  0.0002  0.0013  0.0003
O  3.9824  1.191  14.7394  -0.0008  -0.0008  0.0002
O  -0.9246  0.5243  -5.7009  -0.0016  0.0027  0.0053
O  2.161  -2.5239  -2.7355  0.0008  0.0017  0.0012
O  0.0634  4.3463  18.8631  -0.0019  0  -0.0001
O  2.3477  2.9951  21.5809  -0.0036  -0.0009  -0.0009
O  -2.2498  -5.3525  14.5591  -0.0014  0.0005  0.0021
O  3.2661  -4.7116  18.6536  -0.0009  -0.0001  0.0009
O  4.0857  -1.274  -1.5138  -0.0017  0.0001  0.0008
O  -2.8638  -1.1746  -6.2439  0.0006  0.0015  -0.0012
O  4.2702  4.5489  -0.9891  0  0  0.0035
O  -3.4483  -4.0341  21.4161  -0.0004  0.0013  -0.0002
O  -5.172  2.5591  -5.1632  -0.0006  0.001  -0.001
O  -2.6418  0.823  -1.6657  -0.0013  0.0011  0.0026
O  5.024  1.6329  -7.5012  -0.0001  0.001  -0.0005
O  -3.4653  0.633  18.8867  -0.0009  0.0005  -0.0012
O  3.1519  2.033  -5.7593  -0.0002  0.001  -0.0009
O  3.9726  -4.3498  -5.3096  -0.0001  -0.0005  0.0003
O  0.7297  1.0731  20.8409  0.001  0.0015  0.0004
O  -2.2225  -0.5156  -3.7824  -0.0018  -0.001  0.0024
O  -4.8972  -3.5287  -3.6935  -0.0004  -0.0002  0.0012
O  -4.4173  4.0845  14.8646  0.0008  -0.0002  0.0005
O  -3.2065  -1.6862  20.2991  0.0015  -0.0006  -0.0001
O  4.1283  -1.8459  -4.2228  0.0004  0.0003  -0.0005
O  1.3468  -0.5436  18.8172  -0.0022  -0.0001  -0.002
O  -0.9677  -1.6087  18.8746  0.0015  0.0012  -0.0018
O  0.6413  2.5672  -6.4232  0.0003  0.0012  -0.0008
O  -3.9999  2.7961  -2.8969  0.0009  -0.0012  0.0027
O  0.5866  -2.1115  16.767  -0.0016  0.0014  0.0039
O  -1.7235  3.2613  -5.6111  -0.001  0.0014  -0.0006
O  -4.4075  -5.3747  19.3578  0.0008  0.0004  0.0003
O  2.3547  -5.0531  -7.2833  -0.0008  0.0003  -0.002
O  2.2366  4.379  -5.155  0  -0.0014  -0.0017
O  -0.7978  -2.2734  -5.0442  -0.0016  0.0008  0.0019
O  -2.3769  -3.7863  18.9851  -0.0008  0  0.0029
O  3.1521  2.8342  -2.5392  -0.001  0.0003  0.0028
O  -5.3941  -2.2991  21.6693  -0.0011  0.0006  -0.0019
O  -3.3253  -1.67  17.6916  -0.0004  0.0007  0.0021
O  -3.6189  2.221  21.1081  -0.0016  0.0002  -0.0001
O  0.8662  1.9414  18.3099  0.0002  0.0009  0.0009
O  4.3471  4.1869  -6.6786  -0.0006  -0.0007  0.0007
O  3.2039  -3.2475  20.8169  -0.0002  0.0008  0.0007
O  0.2687  -4.1306  -3.3681  -0.0018  0.0001  -0.0014

Results
free energy: -128073.198 eV
free energy less fixed offsets of O -570.45, Si -639.56 eV per atom: -3.068 eV

The program warned: the cutoff lies below the one the program advises for these potential files; the forces do not sum to zero within the program's tolerance; empty levels may hold ghost states of the PAW files; the exchange-correlation potential is rough where the density is thin.
